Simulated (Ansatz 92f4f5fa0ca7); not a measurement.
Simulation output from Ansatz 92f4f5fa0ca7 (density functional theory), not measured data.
Periodic cell of 181 atoms, Si99O82, from a study of silicon, its oxide and their interface. The atomic structure is a simulated model.
This geometry differs little from another in the collection (a relaxation step or a small displacement).

Settings
functional: r2SCAN
potential files: Ansatz norm-conserving
basis: plane waves
wave-function cutoff: 1300 eV
density cutoff ratio: 4
exchange-correlation grid ratio: 1
k mesh: 2 x 2 x 1, shifted by 0.5 0.5 0.5 of a step
self-consistency stop: 5e-08 eV per atom in the density residual
occupations: Fermi-Dirac, 0.05 eV
spin: none
net charge: 0

Cell vectors (angstrom)
a 11.5403 0 0
b 0 11.5403 0
c -2.9958 2.3506 23.3265

Atoms and the computed forces on them: element, x, y, z (angstrom), force x, y, z (eV/angstrom)
Si 8.3629 2.2263 0.1291 0.5688 0.3698 -0.3117
Si -2.6882 6.8074 0.3245 0.1902 -0.5077 -0.0463
Si -1.4267 9.6291 -0.3876 -0.4308 -0.3819 0.2086
Si 1.716 3.7645 -0.083 0.0961 -0.5714 -0.2005
Si 2.9214 6.2157 1.8784 0.1783 -0.0014 0.0869
Si 0.8345 8.9754 -0.5423 0.5662 -0.2423 -0.3917
Si 4.8053 3.6766 -0.7028 -0.2516 0.2735 -0.2866
Si 4.9302 6.381 0.5898 0.1549 -0.0259 -0.466
Si 4.6736 9.4705 0.2223 0.4196 -0.1415 -0.4339
Si 1.7055 2.5521 1.952 0.1687 0.182 -0.1547
Si 1.0414 6.0323 0.5217 0.2167 0.4835 -0.0308
Si 2.8756 9.9931 1.6696 -0.1884 -0.2253 0.2793
Si 6.6464 2.5505 1.6347 -0.7618 0.2486 -0.005
Si 6.8953 6.4403 1.8029 0.018 0.0711 -0.2805
Si 7.106 10.1803 2.0076 -0.5798 -0.2818 -0.2824
Si 10.79 2.4976 2.0854 -0.294 0.0072 -0.3646
Si 10.6194 6.2661 1.8054 -0.3555 -0.0462 -0.0845
Si 9.5844 10.1576 1.8468 0.249 0.1792 0.5424
Si 2.6939 4.3312 3.2548 0.0514 -0.0852 0.139
Si 2.8482 8.1837 3.1765 -0.1276 -0.0585 0.1888
Si 2.6153 12.0599 2.9057 -0.0497 0.13 0.0403
Si 6.7253 4.4334 3.0991 0.0627 0.1631 0.2479
Si 6.653 8.2107 3.2812 0.0605 0.0456 0.0866
Si 6.5079 12.2167 3.0662 0.2157 -0.0426 0.2323
Si 10.4413 4.4472 3.3057 -0.1347 0.1999 0.3522
Si 10.3644 8.2148 3.1204 0.1154 0.1245 0.0245
Si 10.2675 12.0579 3.1917 -0.0666 -0.2772 -0.0978
Si 0.8343 4.4244 4.6491 -0.0271 0.1577 0.1733
Si 0.8198 8.2153 4.3984 0.0713 0.0523 0.0094
Si 0.7491 11.9611 4.3985 0.1187 0.0045 0.0587
Si 4.7485 4.3506 4.5328 -0.059 -0.0075 -0.2277
Si 4.7005 8.1621 4.6188 0.0868 0.1625 -0.0451
Si 4.5517 12.243 4.3748 -0.1051 -0.0443 -0.1606
Si 8.4927 4.4913 4.6721 -0.0229 -0.1841 -0.0062
Si 8.5417 8.1407 4.6209 -0.1136 0.0945 -0.0054
Si 8.3669 12.1846 4.5777 -0.0019 0.0984 0.1533
Si 0.8702 2.3486 5.8249 -0.1619 0.0146 -0.0525
Si 0.8725 6.3921 5.9128 -0.3333 -0.1962 0.0125
Si 0.7104 10.082 5.7718 0.0401 0.0475 -0.1308
Si 4.6898 2.5084 6.0185 0.1156 0.0183 0.0547
Si 4.6679 6.1982 6.0415 -0.1462 0.0601 -0.0406
Si 4.6701 10.2941 5.6447 -0.1646 -0.12 -0.0066
Si 8.4581 2.5453 6.008 0.0756 0.1001 -0.1717
Si 8.4596 6.387 6.158 0.0371 -0.1012 0.1075
Si 8.3807 10.127 5.8291 0.0697 -0.058 -0.1313
Si 2.7047 2.4699 7.3652 -0.0321 -0.1148 -0.1398
Si 2.6772 6.1766 7.4257 -0.0006 0.2569 -0.1419
Si 2.7235 10.1035 6.8956 -0.0283 0.3869 -0.2651
Si 6.6261 2.5727 7.5194 0.1014 -0.3205 -0.1014
Si 6.4784 6.4501 7.5863 -0.0814 0.0243 -0.0614
Si 6.4551 10.2466 7.1746 0.0929 0.3058 -0.0704
Si 10.4927 2.4869 7.1875 0.0987 -0.0357 -0.0912
Si 10.5427 6.3631 7.3288 0.051 0.0156 -0.0629
Si 10.3157 10.0939 7.1301 0.1051 -0.0825 -0.3729
Si 5.4749 8.5252 8.4728 0.4534 0.0943 0.5842
Si 3.0838 8.3106 8.3323 -0.0805 -0.2757 -0.0399
Si 2.6979 0.3493 8.3975 0.3179 -0.4871 0.2471
Si 6.9245 4.5194 8.8948 -0.5163 0.0033 0.2833
Si 9.6754 7.3677 11.2983 -0.1584 -0.0078 0.1184
Si 7.1232 0.5177 8.6961 0.2691 -0.0882 0.2352
Si 10.9888 4.3733 8.5211 -0.2118 0.0442 0.0223
Si 10.7556 8.3318 8.641 -0.5938 -0.3179 0.433
Si 10.2864 0.4857 8.3653 -0.6882 -0.0014 0.3678
Si 2.7218 3.2583 11.7883 -0.0949 -0.1288 0.2554
Si 1.2492 9.1276 9.5874 -0.01 0.2587 0.9433
Si 1.8908 4.2599 8.7925 0.1895 -0.0729 0.7122
Si 5.3737 4.5691 11.7532 -0.1247 0.1446 0.4875
Si 3.7104 6.7816 12.8112 0.112 0.0922 0.2455
Si 5.1252 -0.7638 10.3443 -0.0954 -0.0261 0.2023
Si 9.9463 4.6204 14.306 -0.0606 -0.0229 0.041
Si 12.559 7.8964 12.3378 0.1422 0.0763 0.1053
Si 12.2474 -0.1167 9.5272 0.1479 0.3244 0.2137
Si 10.0997 0.2441 13.4578 0.0599 -0.092 -0.0621
Si 6.795 4.9195 14.6117 0.1155 0.1367 0.166
Si 2.7671 4.5345 14.5473 -0.035 0.0967 0.1969
Si 12.277 1.0412 11.5328 -0.0107 -0.2266 0.3086
Si 8.227 9.3063 13.2213 -0.0002 0.14 0.0477
Si 7.9757 4.7215 18.3606 0.3428 0.0065 -0.3184
Si 5.2706 3.202 19.0829 0.0186 0.1639 -0.1013
Si 9.049 4.5664 9.8966 0.5403 0.0027 0.541
Si 5.0757 9.7023 13.067 -0.0328 -0.0651 0.1216
Si 10.4857 -0.8114 16.3116 -0.0277 0.0192 -0.1058
Si 2.9745 10.0016 17.448 0.285 -0.2967 -0.3481
Si 1.0258 8.6757 15.4279 0.0469 -0.11 0.0993
Si 5.6902 6.8326 21.4585 0.1294 0.1708 -0.0052
Si 5.2085 -0.2659 15.733 -0.0172 -0.0499 -0.2044
Si 6.5304 6.9254 16.8083 0.0035 -0.0389 -0.0971
Si 11.8805 5.8353 15.9182 0.0241 0.0027 0.1642
Si 2.6896 4.9217 19.7406 -0.2465 0.0379 -0.211
Si 0.155 0.672 20.9478 0.0533 0.2658 -0.4061
Si 0.821 2.5843 18.8558 -0.1435 0.2887 -0.2285
Si 5.0088 2.8022 16.0063 -0.0207 0.001 -0.1479
Si 6.4056 2.3722 21.7109 -0.0448 0.4854 -0.5865
Si 7.7875 9.6757 16.211 0.023 -0.1248 -0.04
Si 9.913 2.7872 11.9834 0.0014 -0.0603 0.2471
Si 4.0958 7.3053 18.7317 -0.1839 -0.0887 -0.3761
Si 8.1847 4.9909 21.146 0.4488 0.0893 -0.0372
Si 10.3441 3.7411 16.9453 -0.0131 -0.1505 0.0317
Si 1.2922 -0.1545 18.3759 -0.0815 0.1983 -0.0437
O 9.8774 2.61 0.672 -0.0859 -0.1294 0.0948
O 3.1856 3.6865 -0.7639 0.2832 0.0912 0.1765
O 1.5054 9.7299 0.7459 0.1315 -0.0833 0.0309
O 5.3321 2.8653 0.6099 0.3175 -0.1814 0.2487
O 6.1549 10.0357 0.6221 0.2096 -0.0977 0.242
O 5.6457 9.2467 9.9816 -0.2276 0.155 -0.3362
O 6.1085 4.4092 10.3465 0.3972 0.0016 -0.5533
O 4.3423 3.3141 11.8993 0.0189 0.1896 -0.0695
O 3.9468 -0.1899 9.3846 -0.1211 0.2748 0.0564
O 9.1244 5.9126 10.8517 -0.0793 -0.1384 -0.2097
O 11.2725 2.3135 11.2366 -0.0211 -0.1849 0.1231
O 9.7272 8.33 9.9842 0.4458 -0.0691 -0.3282
O 6.3781 0.2703 10.1541 -0.171 -0.1502 -0.2966
O 11.1385 7.2082 11.989 0.0533 0.1057 -0.1285
O 8.7373 0.445 9.0737 0.3051 0.1283 -0.4178
O 4.2711 10.8963 17.0028 -0.1885 -0.1227 0.0049
O 8.3709 0.7262 -0.5365 -0.0561 0.1932 -0.0471
O 4.7408 7.8558 -0.1163 -0.1192 0.4795 0.2241
O -2.4279 8.2736 -0.4027 -0.009 0.0538 0.052
O 9.0849 10.2572 17.0072 0.0407 0.0169 -0.2307
O 1.6691 9.4575 -1.8672 0.0687 -0.0903 0.2823
O 5.6954 2.1086 20.2342 0.0406 0.2829 0.1842
O 0.7736 2.935 -1.0973 -0.1984 0.0864 -0.0851
O 11.2602 2.6661 17.6794 0.0869 0.1383 0.1664
O -0.0275 -0.2056 17.3948 0.1041 -0.0372 0.0794
O 4.2139 10.136 -1.1861 -0.1114 -0.1768 -0.0235
O 5.2157 5.2625 -0.6105 -0.1836 -0.1749 0.3331
O 2.3023 5.3375 21.2505 0.1089 0.0087 0.0696
O 6.7628 -0.6305 16.0154 -0.0555 -0.1201 0.0277
O 1.5312 4.0102 19.0749 0.1699 -0.1669 0.1771
O 11.0072 5.2322 17.1566 -0.0105 -0.223 -0.3162
O 2.1494 3.945 13.1598 0.2057 0.0207 -0.1859
O 10.8648 5.9275 14.6384 0.0335 -0.2909 0.09
O 5.1527 1.3128 15.4034 -0.0174 -0.0304 0.1498
O 8.3991 4.9783 14.5185 0.0111 -0.0948 -0.0493
O 6.2964 3.7275 15.615 -0.1672 0.0517 -0.1087
O 6.6813 9.6092 12.8758 -0.0299 -0.0155 0.0577
O 4.3561 8.2421 13.0809 -0.0409 -0.0259 -0.1256
O 6.2854 4.6322 13.1019 -0.1181 -0.0047 -0.1796
O 7.9426 3.3117 -1.0299 0.066 -0.2143 0.0714
O 4.5597 -0.8834 11.8601 0.1235 -0.0362 -0.3015
O 8.3207 9.0454 14.8125 -0.0683 0.1784 -0.0181
O 10.2806 4.1139 12.8282 -0.0728 -0.1566 0.0059
O 2.2962 4.0379 10.4146 -0.1704 -0.0181 -0.639
O 8.6636 7.9988 12.3907 0.1851 -0.0922 -0.1856
O 10.3464 3.4268 15.3493 -0.059 0.4116 0.0554
O 4.5968 5.9976 11.7104 0.0406 -0.1858 0.0258
O 10.17 0.2195 15.0802 -0.0166 -0.2241 0.0376
O 1.2973 9.0655 11.256 -0.1585 -0.3625 -0.1818
O 0.0317 2.1136 20.1918 0.2224 -0.3953 -0.0029
O 5.0948 6.7981 17.5502 0.0327 0.1075 0.183
O 1.1635 8.4929 13.8334 -0.0791 -0.1225 -0.0809
O 11.6224 0.2404 12.8303 -0.1248 0.3236 -0.229
O -0.3682 9.4307 15.6538 0.0908 0.1235 0.0555
O 0.9402 7.2803 16.2473 -0.0376 0.0759 -0.2542
O 6.5474 4.1521 18.8129 -0.1228 -0.1043 0.1537
O 8.8332 3.2354 10.8733 0.1084 0.344 -0.2165
O 4.8541 2.6306 17.6225 0.0832 0.0778 0.0857
O 3.6113 5.8997 14.1965 -0.1325 -0.049 -0.3177
O 4.0759 4.0852 19.7178 0.0419 -0.0189 0.0156
O 6.3551 6.3603 15.2788 0.0997 -0.2172 0.0659
O 0.7458 -0.4505 19.8965 -0.1289 0.3869 0.2045
O 2.2189 6.826 12.1826 -0.0151 0.0871 0.0234
O 6.9965 8.4706 16.9404 -0.0157 0.0617 -0.1237
O 9.3542 1.6051 12.9491 0.31 0.0932 -0.1739
O 9.2365 -1.0046 12.863 -0.001 -0.0145 0.2221
O 1.8606 1.4058 18.3999 -0.3893 -0.306 0.1295
O 4.6937 -1.1148 14.4552 0.1842 0.0408 0.0689
O 4.8787 7.3058 20.1463 0.0927 -0.1951 0.1067
O 7.7069 6.0752 17.5249 -0.1554 -0.1237 0.1333
O 2.3021 9.4487 16.0498 -0.054 0.1048 0.2708
O 1.5638 4.8325 15.5792 -0.0196 0.1511 -0.1802
O 7.1465 6.2377 21.0764 -0.2764 -0.0929 0.0995
O 7.5682 3.5239 21.4874 -0.3263 -0.3141 0.0286
O 2.2079 1.7073 11.8211 -0.1825 0.2336 -0.1438
O 3.5021 8.7752 18.3924 -0.0491 0.1354 -0.1735
O 3.7084 3.4804 15.3248 0.1291 0.0283 -0.0239
O 0.9958 7.3384 -0.5315 -0.1036 -0.0241 0.2354
O -2.7158 5.7732 -0.9273 -0.0787 0.0568 -0.0198
O 8.8114 3.6718 17.4548 0.0576 0.2539 0.1368
O 8.8868 4.9782 19.6792 -0.4768 -0.1284 0.0651
O 2.8509 6.2592 18.8254 0.325 -0.0833 0.2756

Results
free energy: -49709.496 eV
free energy less fixed offsets of O -463.61, Si -117.95 eV per atom: -16.426 eV
pressure: -1.83 GPa
stress xx, yy, zz, yz, xz, xy (GPa, positive in tension): 2.12, 1.86, 1.52, -0.05, -0.06, 0.03
